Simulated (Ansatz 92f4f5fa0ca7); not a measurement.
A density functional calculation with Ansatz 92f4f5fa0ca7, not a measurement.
Periodic cell of 288 atoms, Si196O92, from a study of silicon, its oxide and their interface. The atomic structure is a simulated model.
Doubt: the cutoff is low for norm-conserving oxygen, so forces and energies are approximate.
Doubt: the program's own warning below bears on the result.
This geometry differs little from another in the collection (a relaxation step or a small displacement).

Settings
functional: HSE06
potential files: SPMS norm-conserving
basis: plane waves
wave-function cutoff: 800 eV
density cutoff ratio: 4
exchange-correlation grid ratio: 1
k mesh: 1 x 1 x 1, Gamma-centred
occupations: fixed
spin: none
net charge: 0

Cell vectors (angstrom)
a, 11.6015, 0, 0
b, 0, 10.938, 0
c, 0, 0, 40.5641

Atoms: element, x, y, z (angstrom)
Si, 0, 0, 0.9665
Si, 3.8672, 0, 0.9665
Si, 7.7343, 0, 0.9665
Si, 1.9336, 1.3673, 0.9665
Si, 5.8008, 1.3673, 0.9665
Si, 9.6679, 1.3673, 0.9665
Si, 0, 5.469, 0.9665
Si, 3.8672, 5.469, 0.9665
Si, 7.7343, 5.469, 0.9665
Si, 1.9336, 6.8362, 0.9665
Si, 5.8008, 6.8362, 0.9665
Si, 9.6679, 6.8362, 0.9665
Si, 1.9336, 2.7345, 39.5971
Si, 5.8008, 2.7345, 39.5971
Si, 9.6679, 2.7345, 39.5971
Si, 0, 4.1018, 39.5971
Si, 3.8672, 4.1018, 39.5971
Si, 7.7343, 4.1018, 39.5971
Si, 1.9336, 8.2035, 39.5971
Si, 5.8008, 8.2035, 39.5971
Si, 9.6679, 8.2035, 39.5971
Si, 0, 9.5708, 39.5971
Si, 3.8672, 9.5708, 39.5971
Si, 7.7343, 9.5708, 39.5971
Si, 0, 0, 4.8337
Si, 3.8672, 0, 4.8337
Si, 7.7343, 0, 4.8337
Si, 1.9336, 1.3673, 4.8337
Si, 5.8008, 1.3673, 4.8337
Si, 9.6679, 1.3673, 4.8337
Si, 0, 5.469, 4.8337
Si, 3.8672, 5.469, 4.8337
Si, 7.7343, 5.469, 4.8337
Si, 1.9336, 6.8362, 4.8337
Si, 5.8008, 6.8362, 4.8337
Si, 9.6679, 6.8362, 4.8337
Si, 1.9336, 2.7345, 2.9001
Si, 5.8008, 2.7345, 2.9001
Si, 9.6679, 2.7345, 2.9001
Si, 0, 4.1018, 2.9001
Si, 3.8672, 4.1018, 2.9001
Si, 7.7343, 4.1018, 2.9001
Si, 1.9336, 8.2035, 2.9001
Si, 5.8008, 8.2035, 2.9001
Si, 9.6679, 8.2035, 2.9001
Si, 0, 9.5708, 2.9001
Si, 3.8672, 9.5708, 2.9001
Si, 7.7343, 9.5708, 2.9001
Si, 0.3986, -0.0032, 29.7699
Si, 4.0753, 0.1178, 29.9871
Si, 7.4398, -0.0787, 29.945
Si, 2.1799, 1.4307, 29.8013
Si, 5.8612, 1.6008, 30.1658
Si, 9.6293, 1.9084, 29.63
Si, 0.2113, 5.2191, 29.9725
Si, 4.1218, 5.3844, 30.0272
Si, 7.9867, 5.7086, 29.8879
Si, 2.0647, 6.6672, 29.9273
Si, 5.9197, 6.8687, 30.0006
Si, 10.0691, 6.8361, 29.9361
Si, 2.0227, 2.6753, 31.8533
Si, 5.8738, 2.9047, 32.0588
Si, 9.6275, 2.7911, 31.8338
Si, 0.0601, 3.983, 31.9226
Si, 3.8773, 4.1401, 32.0008
Si, 7.8067, 4.2891, 31.8627
Si, 2.0139, 8.186, 31.8243
Si, 5.8565, 8.2388, 31.9229
Si, 9.797, 8.2491, 31.8296
Si, 0.0946, 9.6394, 31.7889
Si, 3.9181, 9.6128, 31.8801
Si, 7.7949, 9.5621, 31.887
Si, 0.0664, 0.0217, 33.7561
Si, 3.937, 0.0149, 33.8236
Si, 7.795, 0.0015, 33.8086
Si, 2.0069, 1.353, 33.8036
Si, 5.8777, 1.3884, 33.8583
Si, 9.7069, 1.369, 33.7445
Si, 0.05, 5.4716, 33.7815
Si, 3.8851, 5.5271, 33.8746
Si, 7.7943, 5.5576, 33.8261
Si, 1.959, 6.8738, 33.8029
Si, 5.8305, 6.8627, 33.8365
Si, 9.7447, 6.8813, 33.7815
Si, 1.958, 2.7405, 35.727
Si, 5.8373, 2.7574, 35.7648
Si, 9.7006, 2.7328, 35.7035
Si, 0.0264, 4.1083, 35.7228
Si, 3.8888, 4.1024, 35.7522
Si, 7.7758, 4.1176, 35.7199
Si, 1.9457, 8.2277, 35.737
Si, 5.8282, 8.2249, 35.7545
Si, 9.711, 8.2184, 35.7326
Si, 0.0224, 9.6008, 35.7138
Si, 3.8947, 9.5744, 35.7422
Si, 7.771, 9.5716, 35.7368
Si, 0, 0, 37.6635
Si, 3.8672, 0, 37.6635
Si, 7.7343, 0, 37.6635
Si, 1.9336, 1.3673, 37.6635
Si, 5.8008, 1.3673, 37.6635
Si, 9.6679, 1.3673, 37.6635
Si, 0, 5.469, 37.6635
Si, 3.8672, 5.469, 37.6635
Si, 7.7343, 5.469, 37.6635
Si, 1.9336, 6.8362, 37.6635
Si, 5.8008, 6.8362, 37.6635
Si, 9.6679, 6.8362, 37.6635
Si, 1.9125, 2.7176, 6.7776
Si, 5.789, 2.7312, 6.77
Si, 9.6216, 2.7223, 6.771
Si, -0.0261, 4.0674, 6.7177
Si, 3.8463, 4.0828, 6.7675
Si, 7.7056, 4.1066, 6.779
Si, 1.9113, 8.2071, 6.7356
Si, 5.7764, 8.1793, 6.7712
Si, 9.6388, 8.2062, 6.7493
Si, -0.0285, 9.572, 6.7806
Si, 3.857, 9.553, 6.7458
Si, 7.6938, 9.5544, 6.7852
Si, -0.0716, 0.0169, 8.7194
Si, 3.8615, 0.0102, 8.6448
Si, 7.6554, -0.0633, 8.7663
Si, 1.9103, 1.317, 8.7035
Si, 5.7777, 1.3784, 8.7159
Si, 9.5604, 1.3177, 8.6851
Si, -0.032, 5.4347, 8.6103
Si, 3.8308, 5.432, 8.7104
Si, 7.6949, 5.4616, 8.7345
Si, 1.9105, 6.8162, 8.6301
Si, 5.7478, 6.804, 8.7071
Si, 9.6391, 6.7989, 8.6373
Si, 1.9107, 2.6414, 10.6544
Si, 5.7776, 2.7305, 10.6791
Si, 9.5378, 2.6215, 10.6311
Si, -0.0782, 3.8632, 10.3727
Si, 3.7955, 4.0894, 10.6825
Si, 7.6857, 4.1346, 10.7145
Si, 1.8862, 8.3329, 10.4238
Si, 5.6833, 8.1393, 10.655
Si, 9.6225, 8.1284, 10.564
Si, -0.0685, 9.5931, 10.647
Si, 3.8477, 9.6577, 10.5926
Si, 7.6632, 9.4289, 10.7092
Si, 0.3398, -0.2547, 12.783
Si, 3.9284, 0.1132, 12.5669
Si, 7.6831, -0.2988, 12.7584
Si, 1.9959, 1.4239, 12.7339
Si, 5.94, 1.3143, 12.6135
Si, 9.3376, 1.3428, 12.6722
Si, -0.0475, 5.3004, 12.1114
Si, 3.5373, 5.554, 12.5724
Si, 7.5881, 5.5198, 12.7336
Si, 1.6478, 6.9175, 12.2041
Si, 5.5717, 6.8141, 12.651
Si, 9.6758, 6.6839, 12.4346
O, 7.5053, 4.6271, 14.1342
O, -12.8747, 7.7005, 13.574
O, 7.7346, 9.8102, 14.2214
O, 0.5862, 20.4555, 13.9225
O, 28.7258, -3.0962, 13.9428
O, 3.0586, 4.6979, 13.9083
O, 10.6906, 0.6672, 13.2621
O, 15.0465, 8.1469, 15.532
O, 1.8754, 13.3361, 14.0916
O, 32.0842, 2.4669, 13.7618
O, 6.2294, 2.2946, 13.9351
O, -7.7258, 9.9336, 13.766
O, 11.1208, 12.2809, 29.3876
O, 1.9466, 2.3411, 28.4358
O, 5.5548, 7.6827, 28.6096
O, -16.2851, 9.8789, 28.757
O, 10.5481, 7.7045, 28.5949
O, 0.2103, 4.3089, 28.5753
O, 1.6666, -3.349, 28.6072
O, 4.7672, 2.2098, 27.2649
O, -30.3094, -6.6621, 28.8506
O, 15.9058, -0.879, 28.6835
O, 11.9821, 9.8989, 28.5149
O, 8.8066, 11.4784, 29.3598
Si, 11.8431, 4.2185, 20.1365
Si, 2.8398, 7.9865, 17.0162
Si, 8.2945, 4.3045, 28.0481
Si, 6.3981, 2.4481, 23.4691
Si, 10.9366, 12.5612, 18.4996
Si, 0.7986, 5.986, 16.398
Si, 8.5554, 0.3937, 24.3121
Si, 1.6638, 10.5034, 18.3771
Si, 9.6339, 5.2526, 25.2857
Si, 4.7454, 6.5059, 18.826
Si, 7.2588, 9.7807, 15.8025
Si, 6.5782, 9.9436, 20.2194
Si, 0.2244, 7.5266, 25.0434
Si, 0.4123, 8.6005, 20.3805
Si, 5.9861, 10.1879, 25.297
Si, 10.0904, 8.9612, 22.8369
Si, 7.5624, 3.0483, 14.4973
Si, 2.9834, 6.5951, 23.677
Si, 4.6273, 8.9207, 14.756
Si, -3.1691, 1.4196, 19.9908
Si, 1.0119, 3.0122, 22.9311
Si, 0.3438, 8.3529, 28.0404
Si, 7.5596, 4.0384, 21.2578
Si, 10.7812, 2.377, 25.0961
Si, 2.6135, 4.1664, 25.1698
Si, 11.9338, 7.9022, 13.8802
Si, 5.5092, 3.0858, 28.3936
Si, 5.0128, 3.6935, 19.5144
Si, 8.3268, 1.6326, 17.0557
Si, 7.591, 7.8004, 18.2554
Si, 5.5806, 9.2203, 28.1387
Si, 5.5698, 8.2844, 22.8059
Si, 4.7808, 2.0625, 25.6713
Si, 3.8041, 13.133, 21.7536
Si, 1.6531, 3.9915, 14.3457
Si, 4.3318, 0.7926, 19.2605
Si, 1.0055, 3.3271, 27.5469
Si, 8.1383, 6.5218, 22.7891
Si, 2.4297, 6.2089, 20.8094
Si, 10.4447, 6.493, 18.7168
O, 5.6263, 9.2348, 26.5398
O, 0.3781, 26.324, 13.4628
O, 9.6599, 1.2106, 25.1742
O, 4.0825, 3.5232, 20.8498
O, 7.5541, 8.9838, 19.3596
O, 5.8307, 9.3957, 23.9248
O, 1.2492, 9.8541, 19.7967
O, 6.0493, 2.8172, 25
O, 12.0207, 8.3009, 26.4408
O, 5.8231, 9.0922, 21.3941
O, 7.5497, -0.3126, 25.3786
O, 5.4479, 10.5632, 19.2258
O, 9.0506, 7.7977, 22.4198
O, 7.8989, 0.1764, 16.4704
O, 8.9577, 5.0599, 26.7619
O, 17.2274, 9.7533, 15.7295
O, 11.104, 5.9051, 17.3471
O, 2.6053, 5.7627, 22.3427
O, 3.9076, 6.5857, 20.2329
O, 11.0679, 9.1657, 21.5627
O, 4.5937, 4.9004, 18.5054
O, 0.0652, 2.001, 23.7781
O, 3.4457, 2.7784, 25.1171
O, 3.4852, 5.4829, 24.7689
O, 7.7405, 1.7675, 18.5584
O, 2.0065, 6.6255, 17.2462
O, 7.724, 2.7845, 16.0837
O, 9.2759, 10.2922, 23.2885
O, 1.9284, 9.2843, 17.3386
O, 6.3195, 6.8555, 18.6428
O, 10.052, 3.7849, 24.772
O, 1.2585, 4.5244, 15.8356
O, 7.6407, 8.4941, 16.7562
O, 13.2648, 5.0242, 19.9834
O, 7.5951, 1.3685, 23.4342
O, 6.8378, 3.6939, 27.6806
O, 2.3451, 2.2687, 22.4098
O, 4.9219, 2.2401, 18.7861
O, 4.9417, 0.4922, 25.3232
O, 0.0288, 2.5286, 26.4899
O, 11.1466, 7.8703, 19.2167
O, 9.975, 11.9353, 19.6726
O, 8.5983, 5.8986, 24.2182
O, 3.0459, 11.3355, 18.3854
O, 1.4896, 7.5209, 20.894
O, 4.1015, 7.6784, 23.1955
O, 4.1066, 7.7128, 17.9627
O, 9.2314, 3.0533, 28.5481
O, 10.9648, 6.1802, 25.3499
O, 1.6652, 7.2809, 24.3376
O, 0.0401, 2.9826, 19.083
O, 0.212, 3.6548, 21.6683
O, 6.4808, 4.1076, 20.0598
O, 6.6106, 7.0473, 22.8737
O, 7.5406, 11.1871, 20.6981
O, 9.9385, 1.8445, 17.2219
O, 0.4667, 0.5849, 17.9893
O, 3.8335, 0.9114, 20.7875
O, 8.2877, 5.4536, 21.5598
O, 12.1694, 7.102, 15.2543
O, 5.0067, 1.9458, 22.8021
O, 1.4355, 4.0872, 24.0655
O, 8.5138, 2.7774, 20.8867
O, -0.9281, 5.3162, 19.8304
O, 8.8995, 6.8587, 18.4172
O, 6.8479, 3.7541, 22.6735
O, 10.9684, 8.4862, 24.0884
O, 1.962, 4.2868, 26.6424

Results
free energy: -63417.321 eV
free energy less fixed offsets of O -447.96, Si -113.29 eV per atom: -0.161 eV
gap between the highest filled and lowest empty level on this k mesh: 1.468 eV

The program warned: the cutoff lies below the one the program advises for these potential files; the model core charge is not resolved on the grid; the forces do not sum to zero within the program's tolerance; the exchange-correlation potential is rough where the density is thin.
